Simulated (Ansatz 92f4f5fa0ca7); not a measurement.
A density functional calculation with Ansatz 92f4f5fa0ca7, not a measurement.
Periodic cell of 273 atoms, Si166O106B1, from a study of silicon, its oxide and their interface. The atomic structure is a simulated model.
Doubt: the cutoff is far below the 930 eV that the study's wrapper takes by default for these files, so forces and energies are approximate.

Settings
functional: PBE
potential files: Ansatz PAW
basis: plane waves
wave-function cutoff: 580 eV
density cutoff ratio: 5
exchange-correlation grid ratio: 1
k mesh: 1 x 1 x 1, Gamma-centred
self-consistency stop: 5e-08 eV per atom in the density residual
occupations: fixed
spin: none
net charge: -1 e, with a uniform compensating background and no finite-size correction

Cell vectors (angstrom)
a, 11.6015, 0, 0
b, 0, 13.3963, 0
c, 0, 0, 29.8085

Atoms and the computed forces on them: element, x, y, z (angstrom), force x, y, z (eV/angstrom)
Si, 11.553, 0.1726, 22.9147, 0.023, -0.048, 0.1747
Si, 3.9069, 0.1463, 23.0494, -0.0415, -0.0268, 0.155
Si, 7.6784, 0.1112, 23.1792, 0.0596, -0.0307, 0.1135
Si, 2.0713, 3.4612, 22.8818, -0.0212, 0.019, 0.1532
Si, 5.9038, 3.6843, 22.9969, -0.0024, -0.0481, 0.1309
Si, 9.7604, 3.5367, 23.0327, -0.0062, -0.0061, 0.1398
Si, 11.6643, 6.8749, 23.0827, 0.039, 0.0332, 0.1583
Si, 3.9593, 7.0362, 23.1961, 0.0042, -0.0134, 0.1083
Si, 7.7928, 6.8821, 23.2437, -0.0039, 0.0177, 0.132
Si, 2.0424, 10.2321, 23.2714, -0.0722, 0.0392, 0.1344
Si, 5.8619, 10.0938, 23.3209, -0.0076, -0.0058, 0.1081
Si, 9.8472, 10.0799, 23.2508, 0.0087, 0.0651, 0.1074
Si, 11.7, 2.3832, 23.7447, 0.0104, 0.003, -0.0233
Si, 3.9981, 2.4034, 23.7459, 0.0281, 0.0108, -0.0122
Si, 7.7901, 2.414, 23.7767, -0.0278, 0.0055, -0.0006
Si, 2.031, 5.7148, 23.7039, -0.0055, -0.0407, -0.004
Si, 5.8354, 5.8065, 23.9912, -0.0076, 0.0022, 0.0136
Si, 9.7414, 5.732, 23.8994, 0.0077, -0.0329, 0.0031
Si, 11.7556, 9.0387, 24.0746, 0.0267, -0.0312, 0.0406
Si, 3.9116, 9.1288, 24.2114, 0.01, 0.0092, 0.0254
Si, 7.8503, 9.0742, 24.0422, 0.0171, 0.0104, 0.0106
Si, 1.9036, 12.4925, 23.8505, 0.0283, 0.0193, -0.0231
Si, 5.7736, 12.3692, 23.947, 0.0103, 0.0502, 0.0114
Si, 9.7031, 12.384, 23.8324, -0.0516, 0.0121, -0.0166
Si, 11.6516, 2.2894, 26.1534, -0.0118, -0.0392, 0.0846
Si, 3.9189, 2.3085, 26.1517, -0.0246, -0.0069, 0.0332
Si, 7.7566, 2.3188, 26.1802, 0.0395, -0.0015, 0.0319
Si, 1.9795, 5.6313, 26.1428, 0.0053, 0.0585, 0.0432
Si, 5.8223, 5.6718, 26.3323, 0.0073, 0.042, 0.0336
Si, 9.7086, 5.6407, 26.2675, -0.0035, 0.0464, 0.0259
Si, 11.674, 9.0062, 26.4171, -0.0023, 0.0551, -0.0307
Si, 3.8921, 9.0115, 26.5075, -0.0435, -0.0004, 0.0983
Si, 7.7939, 8.9944, 26.3748, 0.0303, -0.0055, 0.0772
Si, 1.8919, 12.3449, 26.267, 0.0017, -0.0557, 0.0387
Si, 5.7953, 12.3296, 26.3074, -0.0034, -0.0654, 0.0128
Si, 9.7385, 12.3106, 26.245, 0.0211, -0.0623, 0.0441
Si, 1.9827, 1.1799, 26.9906, 0.0242, 0.0161, -0.0355
Si, 5.8255, 1.1907, 27.0124, 0.0142, -0.001, -0.0449
Si, 9.693, 1.1688, 26.9687, -0.0358, 0.0211, -0.0344
Si, 11.6524, 4.5047, 26.9879, -0.0009, -0.0253, -0.0391
Si, 3.8838, 4.5094, 27.0102, 0.0189, -0.0248, -0.0515
Si, 7.7601, 4.5222, 27.0511, -0.0113, -0.0324, -0.0278
Si, 1.9607, 7.8061, 27.1312, 0.0224, -0.0141, -0.0096
Si, 5.8545, 7.8809, 27.1705, -0.0049, 0.033, 0.0052
Si, 9.7274, 7.8511, 27.1096, -0.0029, -0.014, -0.0356
Si, 11.6239, 11.222, 27.3077, -0.0361, -0.0017, -0.0297
Si, 3.8469, 11.2745, 27.138, -0.0002, 0.0355, -0.0381
Si, 7.7712, 11.2456, 27.0637, -0.0146, 0.0349, -0.065
Si, 1.919, 1.0585, 29.3687, -0.0419, -0.0716, 0.1187
Si, 5.7957, 1.1432, 29.3967, -0.0331, -0.0803, 0.101
Si, 9.7002, 1.0619, 29.3586, -0.0372, -0.0351, 0.1405
Si, 0.0158, 4.4438, 29.3736, -0.0576, -0.002, 0.1255
Si, 3.8504, 4.4596, 29.3753, -0.0092, -0.0391, 0.0597
Si, 7.7436, 4.477, 29.4205, -0.0419, -0.0093, 0.0438
Si, 1.9094, 7.8372, 29.4842, 0.0393, 0.0591, -0.0328
Si, 5.8323, 7.8354, 29.525, -0.0291, -0.0414, -0.0464
Si, 9.7197, 7.8732, 29.457, -0.1034, 0.0133, -0.0228
B, 0.0079, 11.1694, 29.3976, 0.0123, -0.021, 0.0254
Si, 3.8052, 11.1943, 29.49, 0.0014, -0.1505, -0.0322
Si, 7.8082, 11.1761, 29.414, 0.0348, -0.1233, 0.03
Si, 0.0015, -0.2449, 0.2403, -0.0267, -0.1019, -0.0301
Si, 3.8712, 0.0085, 0.4465, 0.0237, 0.1471, -0.0935
Si, 7.7136, -0.0114, 0.3757, 0.072, 0.1483, -0.0594
Si, 1.9369, 3.2852, 0.3416, 0.0042, 0.0475, 0.0081
Si, 5.7818, 3.3604, 0.4196, 0.0427, 0.0345, -0.0886
Si, 9.6636, 3.3073, 0.3503, 0.0582, -0.0059, -0.0391
Si, -0.0097, 6.666, 0.4037, 0.055, -0.0514, -0.0243
Si, 3.8592, 6.6872, 0.3853, 0.0428, 0.0038, 0.0292
Si, 7.7903, 6.7154, 0.4328, -0.0008, -0.0228, -0.0258
Si, 1.7184, 10.1566, 0.3001, -0.0176, 0.1545, -0.1131
Si, 5.8262, 10.1033, 0.4132, -0.0452, 0.0066, -0.0093
Si, 9.8912, 10.1698, 0.2882, 0.0261, 0.0968, -0.1075
Si, 11.5472, -0.0924, 2.6249, -0.013, 0.0744, -0.0491
Si, 3.8385, -0.0658, 2.8355, -0.0309, -0.0363, 0.0241
Si, 7.6596, -0.0933, 2.7581, 0.0441, -0.0363, -0.0013
Si, 1.929, 3.2499, 2.7021, -0.0336, 0.0353, -0.0038
Si, 5.7448, 3.2795, 2.8121, 0.0068, 0.0016, 0.0341
Si, 9.6011, 3.2882, 2.7261, 0.0245, 0.0392, -0.0051
Si, 11.5687, 6.6129, 2.7617, 0.0099, 0.0605, 0.0007
Si, 3.8628, 6.612, 2.7316, 0.0176, -0.0023, -0.0199
Si, 7.7511, 6.6399, 2.791, -0.0402, 0.0008, 0.0059
Si, 1.8896, 10.007, 2.6737, 0.0606, -0.0231, -0.0336
Si, 5.8247, 10.0517, 2.7815, -0.0006, -0.0718, -0.0146
Si, 9.7069, 9.9852, 2.6627, -0.0382, -0.0072, -0.0204
Si, 11.5537, 2.1553, 3.3743, -0.0049, -0.0236, 0.02
Si, 3.8097, 2.1338, 3.6552, 0.0041, -0.0272, -0.0152
Si, 7.6768, 2.1138, 3.5418, 0.0053, -0.0325, -0.0296
Si, 1.9068, 5.4764, 3.4586, -0.0003, 0.0002, -0.0166
Si, 5.805, 5.5316, 3.5684, -0.0023, 0.0011, -0.033
Si, 9.6543, 5.494, 3.6138, 0.008, -0.0077, -0.0309
Si, 11.6068, 8.8619, 3.5353, 0.0108, 0.0309, 0.0059
Si, 3.8692, 8.878, 3.3825, 0.0129, 0.0254, -0.0401
Si, 7.7697, 8.8926, 3.513, -0.0274, 0.0174, -0.0053
Si, 1.8437, 12.2188, 3.5208, -0.0116, -0.0072, 0.0348
Si, 5.7551, 12.2235, 3.7565, 0.0054, -0.0072, -0.0262
Si, 9.6249, 12.1871, 3.4731, 0.0065, 0.0118, 0.0384
Si, 11.4774, 2.1395, 5.7069, -0.0073, 0.0097, -0.0433
Si, 3.7261, 2.0315, 6.073, -0.0043, 0.0055, 0.0007
Si, 7.6044, 1.9686, 5.9114, -0.0149, -0.0055, -0.0001
Si, 1.8802, 5.3947, 5.7919, -0.0072, -0.0196, -0.0138
Si, 5.8031, 5.4694, 5.9375, 0.0117, 0.0048, 0.0183
Si, 9.6235, 5.4295, 6.0083, -0.0018, -0.0049, 0.011
Si, 11.6355, 8.788, 5.9136, -0.003, -0.0346, -0.0238
Si, 3.9019, 8.7939, 5.7086, 0.019, -0.0192, -0.0281
Si, 7.7832, 8.8179, 5.8927, -0.0003, -0.0133, -0.0101
Si, 1.7678, 12.1527, 5.8965, 0.0366, 0.0241, -0.024
Si, 5.7161, 12.1196, 6.2525, -0.0077, -0.0049, 0.0033
Si, 9.5857, 12.1046, 5.8341, -0.0502, 0.0051, -0.0219
Si, 1.6272, 0.9711, 6.7093, 0.0385, -0.0451, -0.0959
Si, 5.6669, 0.9885, 7.0105, 0.0089, -0.0342, -0.1553
Si, 9.6328, 0.9329, 6.5641, 0.0167, -0.0374, -0.1017
Si, 11.5755, 4.2939, 6.6927, -0.0026, 0.0233, -0.1413
Si, 3.8288, 4.3231, 6.562, -0.021, -0.0189, -0.1291
Si, 7.6898, 4.1755, 6.6229, 0.008, 0.0275, -0.1151
Si, 2.0283, 7.619, 6.4914, -0.0468, 0.0726, -0.1186
Si, 5.8297, 7.7478, 6.6714, -0.0189, -0.0263, -0.1441
Si, 9.7152, 7.6948, 6.713, 0.0161, 0.0357, -0.1189
Si, 11.4442, 10.9829, 6.7641, 0.0271, 0.0169, -0.1334
Si, 3.6469, 10.9366, 6.6301, 0.0052, 0.0351, -0.1051
Si, 7.757, 10.9756, 6.8475, 0.0278, 0.0313, -0.1321
O, 9.8963, 7.8919, 8.374, -0.0372, -0.035, 0.2669
O, 9.9065, 0.8254, 8.2127, 0.0536, 0.0103, 0.2072
O, 1.0328, 0.9217, 8.2958, -0.0924, 0.0091, 0.2091
O, 3.0741, 10.5633, 8.1452, -0.0384, -0.0384, 0.2647
O, 5.8171, 7.9131, 8.3383, 0.0221, 0.0423, 0.2513
O, 5.6086, 1.1849, 8.6958, 0.0225, -0.0068, 0.2584
O, 3.77, 4.3309, 8.2089, 0.0365, 0.0312, 0.2503
O, 7.6424, 3.7289, 8.2471, -0.0113, 0.0153, 0.2212
O, 0.0571, 4.2514, 8.3651, 0.0204, -0.0409, 0.2778
O, 11.1445, 10.9431, 8.4157, -0.0048, 0.0123, 0.2673
O, 8.1233, 10.7726, 8.4849, -0.0213, -0.0042, 0.2661
O, 2.3771, 7.4941, 8.0962, 0.0415, -0.0331, 0.2712
O, 11.4218, 0.199, 21.2341, -0.0465, 0.0288, -0.2965
O, 9.7462, 3.6397, 21.368, 0.0286, 0.0132, -0.2669
O, 4.1455, 7.5444, 21.6091, 0.0295, 0.0644, -0.1794
O, 6.0036, 4.1718, 21.382, -0.0245, 0.0491, -0.258
O, 5.7488, 9.7542, 21.6858, -0.0237, -0.0544, -0.2011
O, 2.1503, 3.3909, 21.2006, 0.0516, -0.0302, -0.2621
O, 7.3823, 13.4295, 21.5368, -0.0005, -0.0304, -0.2752
O, 3.9921, 0.1413, 21.3839, -0.016, -0.0035, -0.295
O, 7.7298, 6.9458, 21.5926, -0.0046, 0.0279, -0.2397
O, 2.1222, 10.1819, 21.6191, 0.0424, -0.0095, -0.2913
O, 11.5623, 6.9947, 21.4181, 0.0109, -0.0211, -0.2688
O, 10.1726, 9.6565, 21.659, -0.0209, -0.0202, -0.2584
Si, 11.5808, 6.4517, 11.2723, -0.0285, -0.0092, -0.1782
Si, 1.5678, 10.365, 16.2519, -0.0305, -0.0132, 0.087
Si, 0.2273, 3.6847, 9.888, -0.0473, -0.0061, -0.2653
Si, 8.0899, 12.8555, 20.195, -0.0075, 0.0257, 0.2987
Si, 2.8381, 10.4656, 9.7418, -0.0124, -0.0117, -0.2754
Si, 2.568, 10.3939, 20.0741, 0.025, -0.0159, 0.2881
Si, 10.3494, 3.7071, 19.8533, 0.002, -0.0092, 0.2622
Si, 0.2485, 12.8028, 17.0931, -0.0165, 0.0034, 0.1693
Si, 10.8173, 0.6991, 19.7857, 0.0135, 0.0059, 0.3
Si, 3.158, 7.7504, 16.2238, -0.019, -0.0356, 0.1016
Si, 0.3369, 6.4931, 19.9161, -0.0431, 0.0136, 0.2743
Si, 9.3843, 2.5215, 14.2862, -0.0148, 0.0027, -0.0552
Si, 2.9049, 2.5461, 11.0297, -0.0035, 0.0254, -0.18
Si, 5.1305, 11.9828, 15.36, -0.0011, 0.0101, 0.0618
Si, 4.9415, 8.6825, 20.7343, 0.0035, 0.0094, 0.253
Si, 3.6061, -0.3908, 11.2781, 0.0359, -0.0109, -0.1615
Si, 5.586, 8.8857, 14.7887, -0.0176, -0.0216, -0.0191
Si, -0.1697, 11.3152, 9.9882, 0.0026, 0.0207, -0.2876
Si, 9.4627, 10.0115, 20.2366, 0.0136, -0.0116, 0.2772
Si, 3.4504, 0.0461, 19.8452, 0.0035, 0.0003, 0.2963
Si, 7.4662, 4.7018, 9.5347, 0.0043, -0.0179, -0.2544
Si, 2.3693, 12.3555, 14.158, 0.0131, -0.0063, -0.066
Si, 6.186, 0.5908, 10.1314, -0.0368, -0.0029, -0.2694
Si, 2.796, 2.904, 19.7618, -0.0348, 0.009, 0.2514
Si, 5.7165, 4.4482, 13.643, 0.0026, 0, -0.071
Si, 7.4727, 0.2138, 15.6018, -0.0177, 0.0027, 0.0682
Si, 9.6089, 11.3446, 15.1994, 0.0246, 0.0081, 0.0014
Si, 1.9887, 6.5671, 13.5378, -0.0099, 0.0205, -0.0713
Si, 2.8387, 3.5292, 14.0059, -0.0034, -0.0136, -0.0722
Si, 11.7055, 9.1675, 18.4215, -0.0186, -0.0008, 0.1962
Si, 11.2304, 0.8742, 9.1763, 0.0036, -0.0121, -0.2669
Si, 9.1249, 7.3229, 9.6941, 0.0275, 0.0347, -0.2653
Si, 8.6764, 8.5583, 14.5681, 0.0152, 0.0176, -0.0384
Si, 4.7793, 7.1656, 12.3359, 0.0098, 0.014, -0.1687
Si, 2.9743, 5.6305, 18.7487, -0.0042, -0.0491, 0.1884
Si, 2.5377, 7.4077, 9.6944, 0.0149, 0.0203, -0.278
Si, 6.2627, 8.4306, 9.8214, 0.0069, 0.0009, -0.2626
Si, 4.3299, 4.7641, 9.6531, -0.0191, -0.0046, -0.2547
Si, 9.3549, 10.499, 12.2696, 0.0054, 0.0218, -0.1853
Si, 5.9459, 13.0313, 17.9768, -0.0078, -0.0011, 0.2175
Si, 7.9815, 4.9365, 18.3601, -0.007, -0.0023, 0.1934
Si, 8.3056, 5.4088, 15.1949, -0.015, -0.0036, 0.0785
Si, 7.3279, 11.0756, 9.9001, 0.0339, -0.0172, -0.2786
Si, 5.39, 4.203, 19.8636, 0.0216, -0.0214, 0.2707
Si, 0.7837, 1.491, 15.0356, 0.004, -0.021, 0.0346
Si, 7.5515, 7.5257, 20.0917, -0.0218, 0.0187, 0.2476
Si, 7.6458, 2.7878, 11.8549, -0.008, 0.0064, -0.1814
O, 3.4528, 6.0874, 10.0851, 0.0029, 0.0029, 0.0939
O, 1.9452, 2.6585, 15.0721, -0.0064, 0.0009, 0.0056
O, -0.3622, 12.9459, 10.1483, -0.0003, -0.0337, 0.1078
O, 8.3715, 8.8936, 19.8518, -0.0078, -0.005, -0.0834
O, 2.4194, 1.3136, 19.5254, -0.0032, -0.0098, -0.081
O, 8.1484, 5.3025, 16.7979, 0.0104, 0.0177, -0.1273
O, 2.7288, 11.9814, 19.7097, 0.0001, 0.0125, -0.0883
O, 7.1591, 8.7635, 15.125, -0.0027, -0.0007, 0.003
O, 1.2845, 0.1853, 14.1728, -0.0084, 0.0142, 0.0085
O, 4.4087, 3.8172, 14.4338, -0.0044, 0.0002, 0.0197
O, 4.2423, 3.4202, 10.6134, -0.0192, -0.0457, 0.0946
O, 10.9516, 2.0788, 14.4833, -0.0009, 0.0027, 0.0047
O, 11.3802, 4.8454, 10.9552, 0.0021, 0.0487, 0.0949
O, 10.8431, 12.0185, 16.0427, -0.0258, -0.0116, -0.0493
O, 8.9366, 6.9084, 14.7627, 0.0008, 0.0043, -0.0043
O, 1.7816, 3.3579, 10.1996, 0.0551, -0.0226, 0.0906
O, 8.4661, 5.927, 9.2048, -0.0106, 0.0006, 0.0949
O, 11.1451, 2.298, 19.5437, -0.001, -0.0043, -0.0821
O, 5.4098, 7.613, 10.914, -0.0442, -0.0403, 0.1441
O, 11.4196, 7.5902, 18.7969, 0.0017, 0.0423, -0.091
O, 7.8699, 8.2628, 10.1277, -0.0115, 0.0011, 0.0844
O, 10.1367, 7.1601, 10.9642, 0.046, -0.0179, 0.1102
O, 9.2184, 4.1115, 14.7179, 0.0079, -0.0039, 0.0005
O, 8.8348, 11.4657, 20.5298, -0.0105, 0.0095, -0.0961
O, 10.5778, 10.5244, 11.1591, -0.0572, -0.0317, 0.1282
O, 8.3606, 12.2394, 15.7606, -0.0021, 0.0007, -0.0156
O, 4.4401, 2.8792, 19.8005, 0.0007, 0.0022, -0.081
O, 4.6547, 0.2196, 18.7597, 0.0683, -0.0102, -0.1255
O, 10.4805, 10.0869, 18.9739, 0.0563, -0.0114, -0.1122
O, 6.7968, 0.6896, 17.0342, 0.0271, 0.0107, -0.0809
O, 0.5186, 6.7437, 12.807, 0.0312, 0.0074, 0.0884
O, 1.0506, 7.1428, 10.2751, -0.0451, -0.0209, 0.102
O, 3.1449, 7.1826, 12.5447, -0.0159, -0.0102, 0.0611
O, 3.9484, 9.5633, 19.7941, -0.0213, 0.0277, -0.1022
O, 6.7894, 5.1999, 14.612, 0.0063, 0.0034, 0.0085
O, 0.5744, 0.9139, 16.5478, 0.0102, 0.0269, -0.0604
O, 1.5458, 11.783, 17.1105, 0.0046, -0.008, -0.0507
O, 5.3932, 8.3031, 13.2989, 0.0051, 0.0283, 0.0593
O, 2.9735, 12.3732, 12.6417, -0.0314, -0.012, 0.1091
O, 6.4327, 3.1972, 12.8768, -0.0258, 0.0202, 0.0635
O, 2.7942, 9.3196, 16.5842, 0.0072, 0.0009, -0.0374
O, 5.9984, 7.9033, 19.7705, 0.0318, -0.0265, -0.0987
O, 1.9572, 6.3931, 19.7684, 0.04, -0.0105, -0.0958
O, 1.4498, 9.6821, 19.1585, -0.0573, -0.0265, -0.1182
O, 9.4837, 9.7126, 15.4618, -0.0068, -0.0028, 0.0014
O, 3.1017, 8.8935, 10.1796, 0.0087, -0.0186, 0.0957
O, 8.9822, 9.0426, 13.0014, -0.01, -0.0284, 0.0653
O, 2.1496, 7.3117, 14.9901, -0.0072, 0.0011, -0.0079
O, 9.1445, 3.8796, 18.779, -0.0405, 0.0217, -0.0966
O, 4.7305, 7.9016, 15.7879, 0.0192, 0.0111, -0.0179
O, 7.248, 1.5923, 10.8361, 0.0326, 0.0507, 0.1065
O, 8.1119, 6.3685, 19.1141, 0.0112, -0.0613, -0.1009
O, 5.9095, 5.1659, 9.6182, -0.0062, -0.0026, 0.0876
O, 6.9837, -0.9202, 19.0845, -0.0687, -0.0014, -0.1438
O, 11.0573, 2.2481, 10.0691, 0.0022, 0.0436, 0.1035
O, 8.9756, 2.3867, 12.7075, 0.0272, -0.0047, 0.0776
O, 9.7012, 11.5085, 13.5434, 0.0033, 0.0107, 0.0639
O, 6.5716, 4.2021, 18.7447, 0.0509, 0.0092, -0.0971
O, 6.0415, 10.0504, 9.9429, -0.0136, 0.0021, 0.0863
O, 1.3496, 10.8371, 10.2653, 0.0109, -0.0019, 0.0924
O, 5.1658, 10.4668, 14.7553, 0.0026, 0.0005, 0.0001
O, 1.6888, 10.9087, 14.6686, 0.0031, 0.0062, -0.0137
O, 11.365, 13.084, 18.6219, 0.0319, -0.0526, -0.1641
O, 5.437, 11.8476, 16.9666, -0.0107, -0.0202, -0.0869
O, 8.0926, 10.9844, 11.3459, 0.0451, -0.0129, 0.1315
O, 11.3088, 5.0129, 19.6608, 0.0021, -0.0046, -0.0789
O, 8.3655, 1.4814, 15.0783, 0.0036, 0, 0.0039
O, 2.4286, 4.0499, 18.6047, -0.002, 0.0402, -0.0842
O, 3.7471, 11.6965, 10.3175, 0.0163, 0.0611, 0.1079
O, 9.1832, 0.5728, 19.7268, 0.0149, 0.0168, -0.0911
O, 2.7673, 2.6503, 12.6412, -0.0017, 0.0178, 0.1093
O, 3.6456, 12.6249, 15.143, 0.0063, 0.002, 0.0074
O, 7.9938, 4.0807, 10.9315, 0.0083, -0.0472, 0.1294
O, 5.1134, 0.2492, 11.3266, -0.0294, -0.0059, 0.0819
O, 4.4319, 5.4924, 19.4878, -0.0331, 0.0181, -0.0869
O, 6.2011, 13.0585, 14.6875, -0.0019, -0.0001, -0.0115
O, 3.0533, 6.5724, 17.3857, 0.0101, 0.0661, -0.1239
O, 2.7793, 0.9315, 10.7115, 0.0076, -0.0001, 0.0662
O, 0.2912, 9.4508, 16.8073, 0.0271, 0.0236, -0.0985
O, 5.2325, 5.6185, 12.6094, 0.0048, -0.0192, 0.0597
O, 2.1356, 4.97, 13.7812, 0.0021, -0.011, 0.0201
O, 6.8975, 12.6118, 9.697, -0.0078, 0.0165, 0.0979

Results
free energy: -165959.234 eV
free energy less fixed offsets of B -154.04, O -568.88, Si -635.61 eV per atom: 7.346 eV

The program warned: the cutoff lies below the one the program advises for these potential files; the exchange-correlation potential is rough where the density is thin.
